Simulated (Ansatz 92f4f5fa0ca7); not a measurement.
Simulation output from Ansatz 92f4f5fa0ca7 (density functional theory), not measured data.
Periodic cell of 199 atoms, Si117O82, from a study of silicon, its oxide and their interface. The atomic structure is a simulated model.

Settings
functional: r2SCAN
potential files: Ansatz norm-conserving
basis: plane waves
wave-function cutoff: 1300 eV
density cutoff ratio: 4
exchange-correlation grid ratio: 1
k mesh: 2 x 2 x 1, shifted by 0.5 0.5 0.5 of a step
self-consistency stop: 5e-08 eV per atom in the density residual
occupations: Fermi-Dirac, 0.05 eV
spin: none
net charge: 0

Cell vectors (angstrom)
a, 11.5403, 0, 0
b, 0, 11.5403, 0
c, 3.3767, 2.2996, 26.7072

Atoms: element, x, y, z (angstrom)
Si, -2.4174, 3.8297, -2.0539
Si, 9.8045, 1.2023, -0.3018
Si, 9.793, 10.3194, -0.6205
Si, 2.1121, 1.4199, -0.404
Si, 2.0618, 4.1737, -1.8253
Si, 2.3842, 10.534, -0.5425
Si, 5.8966, 1.1984, -0.2635
Si, 5.6828, 6.2462, -0.4188
Si, 5.9085, 8.6435, -0.3652
Si, 0.2287, 1.6305, 0.9192
Si, 1.4194, 5.4633, 0.8868
Si, 0.326, 9.56, 0.4266
Si, 4.0113, 1.8273, 0.9285
Si, 4.1664, 3.7383, 2.2635
Si, 4.0641, 9.4719, 0.9157
Si, 7.8941, 1.4427, 0.979
Si, 7.8288, 5.3778, 0.4076
Si, 7.9906, 9.3464, 0.653
Si, 0.3888, 3.655, 2.1165
Si, 0.4613, 7.5132, 1.8214
Si, 0.282, 11.1988, 2.1804
Si, 3.866, 5.7178, 1.0576
Si, 4.0925, 7.5981, 2.3764
Si, 4.1412, 11.3585, 2.2713
Si, 7.9391, 3.5745, 1.9846
Si, 8.1929, 7.319, 1.859
Si, 7.926, 11.0861, 2.2783
Si, 9.9042, 3.6535, 3.3659
Si, 10.0627, 7.3911, 3.3292
Si, 9.9034, 11.1993, 3.561
Si, 2.22, 3.6023, 3.5416
Si, 2.0984, 7.5676, 3.5525
Si, 2.1855, 11.2588, 3.5709
Si, 6.1422, 3.6241, 3.4959
Si, 6.2506, 7.4503, 3.3924
Si, 6.0609, 11.2186, 3.636
Si, 9.9171, 1.7045, 4.786
Si, 9.9585, 5.5239, 4.8067
Si, 9.9604, 9.258, 4.8855
Si, 2.2384, 1.6762, 4.8428
Si, 2.1853, 5.5773, 4.8152
Si, 2.1551, 9.395, 4.9922
Si, 6.0749, 1.6835, 4.8308
Si, 6.1742, 5.5665, 4.8275
Si, 6.2371, 9.2775, 4.9234
Si, 0.3252, 13.2738, 6.1539
Si, 0.3051, 5.5176, 6.2332
Si, 0.2373, 9.3477, 6.3867
Si, 4.1605, 13.24, 6.1825
Si, 4.1726, 5.592, 6.0742
Si, 4.2249, 9.3644, 6.1154
Si, 7.9748, 13.177, 6.1718
Si, 8.0626, 5.5391, 6.271
Si, 8.1411, 9.2956, 6.4097
Si, 0.2692, 3.6031, 7.6061
Si, 0.3427, 7.3443, 7.7171
Si, 0.2387, 11.4234, 7.5671
Si, 4.0778, 3.6905, 7.4443
Si, 4.2555, 7.4791, 7.4633
Si, 4.244, 11.2621, 7.4743
Si, 7.9506, 3.5327, 7.5427
Si, 8.1557, 7.337, 7.8283
Si, 8.0963, 11.364, 7.6895
Si, 9.8534, 3.0195, 8.8266
Si, 10.1163, 6.8459, 9.2445
Si, 9.9916, 12.1128, 8.9516
Si, 2.2404, 3.79, 8.9724
Si, 2.3975, 7.5358, 8.8533
Si, 2.2667, 11.4711, 8.7355
Si, 5.936, 3.5773, 8.8559
Si, 6.0823, 7.3522, 8.9632
Si, 6.0972, 11.2887, 8.958
Si, 10.6068, 11.5654, 12.0549
Si, 9.7694, 4.7173, 10.4328
Si, 10.8188, 7.5795, 11.4177
Si, 2.8669, 13.3486, 10.0247
Si, 2.9992, 5.7758, 10.288
Si, 2.3604, 9.5731, 10.0674
Si, 5.2482, 13.2116, 10.1103
Si, 5.3282, 5.422, 10.197
Si, 6.0771, 9.301, 10.2265
Si, 1.1179, 13.7538, 12.6452
Si, -0.5026, 4.7288, 12.3691
Si, 0.9437, 9.1236, 11.7838
Si, 5.2453, 12.2848, 12.9274
Si, 2.5247, 7.6476, 12.7678
Si, 4.201, 9.6443, 11.5217
Si, 8.0183, 10.9682, 13.8399
Si, 7.2792, 5.4389, 12.4033
Si, 8.0118, 8.4139, 12.5358
Si, 2.4705, 7.4562, 15.9004
Si, 5.704, 8.3475, 22.5858
Si, 4.8983, 6.3731, 20.486
Si, 11.492, 3.0286, 18.9694
Si, 2.7816, 14.4679, 17.7354
Si, 1.1797, 9.7332, 21.1146
Si, 8.8685, 4.0327, 14.5409
Si, 8.5763, 1.4111, 15.8257
Si, 13.1996, 11.8971, 22.9718
Si, 9.4157, 5.0218, 17.5472
Si, 8.0554, 7.797, 24.2655
Si, 12.1469, 6.6834, 20.7681
Si, 9.9889, 6.0437, 22.6384
Si, 14.5786, 13.022, 14.9672
Si, 2.4816, 10.5368, 16.7413
Si, 4.1856, 5.7509, 17.7442
Si, 13.7935, 5.7489, 22.1217
Si, 15.4368, 10.6307, 21.663
Si, 11.5399, 10.1663, 18.3535
Si, 11.6222, 7.0644, 17.8214
Si, 4.2046, 11.9947, 18.8863
Si, 6.6213, 4.6757, 18.7609
Si, 6.8952, 1.6462, 18.1849
Si, 0.8083, 14.6406, 21.9305
Si, 8.1796, 12.7823, 24.6231
Si, 9.5922, 14.9954, 23.444
Si, 9.7071, 0.8351, 18.3769
O, 8.8549, 4.9617, -0.9019
O, 3.6965, 4.3327, -1.7916
O, 1.2162, 5.0284, -0.7081
O, 10.2455, 11.4777, 10.4714
O, 11.7347, 10.4648, 12.4563
O, 11.218, 13.0167, 12.4682
O, 9.178, 11.3821, 12.7939
O, 8.3218, 5.0891, 11.1987
O, 9.5835, 8.2121, 12.2837
O, 2.1745, 13.2326, 11.5384
O, 2.6262, 6.2766, 11.85
O, 6.6149, 11.7046, 13.5521
O, 5.6891, 13.2895, 11.7274
O, 5.8108, 5.1705, 11.7804
O, 7.4011, 9.1546, 11.2307
O, 3.4466, 13.4322, 18.8015
O, 9.051, 7.2626, 23.0996
O, 11.3305, 8.5994, 18.1522
O, 7.0907, 8.7538, 23.3414
O, 13.6604, 6.5413, 23.5688
O, 2.8246, 11.504, 15.4968
O, 16.6044, 9.8116, 22.3894
O, 3.175, 10.2353, -2.0258
O, 9.0305, 11.3927, 24.7223
O, 9.5374, 2.3858, -1.4372
O, 5.6944, 7.6565, 21.1023
O, 8.674, 13.5539, 25.9984
O, 1.419, 13.1534, 21.9782
O, 10.807, 1.5908, 19.28
O, 3.7213, 6.5869, 16.4529
O, -0.1439, 6.3215, 12.3545
O, 2.3443, 7.237, 14.3146
O, 0.7184, 10.49, 19.7639
O, 10.3972, 3.9723, 18.2712
O, 10.1951, 4.4683, 13.7439
O, 1.7431, 13.4815, 14.1154
O, 3.2574, 4.4443, 18.0077
O, 6.5202, 3.0637, 18.8497
O, 2.7153, 9.0135, 16.2731
O, 4.3307, 11.0802, 12.3248
O, 14.7811, 11.5483, 22.8285
O, 8.9302, 4.5449, 16.0757
O, 1.1083, 6.9163, 16.5886
O, 8.8031, 2.4026, 14.5737
O, 12.4663, 10.7715, 17.1603
O, 7.8111, 9.3644, 13.8462
O, 3.7571, 5.8332, 21.5003
O, 10.0611, 10.8073, 18.3274
O, 10.6264, 6.2189, 21.1644
O, 12.7193, 2.8743, 17.9279
O, 6.0243, 5.2354, 20.1676
O, 9.8123, 1.4719, 16.8732
O, 7.5546, 4.5653, 13.7491
O, 9.6429, 15.6217, 24.946
O, 8.1255, 5.192, 18.5038
O, 3.9736, 8.445, 12.6454
O, 10.2106, 6.4128, 17.398
O, 11.9762, 3.5683, 20.4153
O, 0.8346, 3.8019, 12.4448
O, 15.9361, 13.0636, 14.0735
O, 13.4728, 4.1641, 22.4007
O, 9.0754, 16.2313, 22.5322
O, 3.4301, 10.8627, 18.0193
O, 7.2171, 1.8558, 16.6004
O, 5.6889, 0.5977, 18.2796
O, 4.3892, 11.5466, 20.4282
O, 12.2924, 6.4009, 19.1558
O, 7.3327, 6.9951, 12.8562
O, 3.1964, 14.0325, 16.227
O, 12.8711, 12.1602, 24.5177
O, 11.0668, 14.5797, 22.9207
O, 12.0705, 8.2736, 21.1593
O, 11.1745, 5.9574, 23.7296
O, 8.6052, 13.7052, 23.3501
O, 1.8327, 2.5591, -1.6512
O, 8.4835, -0.1266, 15.3267
O, 1.5885, 4.935, -3.1862
O, 14.3404, 9.5663, 21.0945
O, 12.3195, 10.633, 22.4164
O, 5.7126, 5.2351, 17.5267
O, 4.1655, 6.7236, 19.0628
O, 8.1991, 1.0254, 18.9306

Results
free energy: -51841.896 eV
free energy less fixed offsets of O -463.61, Si -117.95 eV per atom: -25.726 eV
pressure: -1.07 GPa
stress xx, yy, zz, yz, xz, xy (GPa, positive in tension): 0.74, 1.07, 1.41, 0.09, 0.1, -0.31

Forces (eV/angstrom), in the order of the atoms: element, x, y, z
Si, -0.0166, -0.1925, -0.2747
Si, -0.2831, 0.7214, -0.2411
Si, -0.0388, -0.609, -0.4987
Si, -0.4091, 0.735, -0.2669
Si, -0.1374, 0.1837, -0.1187
Si, 0.2106, -0.9943, -0.4735
Si, 0.0909, 0.1357, -0.8109
Si, -0.033, 0.0145, -0.2926
Si, -0.0471, -0.0515, -0.4733
Si, -0.0336, 0.0706, 0.1049
Si, -0.3761, 0.0453, -0.7028
Si, 0.0838, 0.2587, -0.0753
Si, 0.2072, 0.1215, 0.1746
Si, -0.0376, -0.0471, -0.1443
Si, -0.0473, -0.2192, 0.1654
Si, -0.1195, -0.0373, 0.0712
Si, 0.2008, -0.338, -0.6459
Si, -0.0877, 0.0307, 0.0511
Si, -0.0104, 0.0097, -0.0481
Si, 0.0264, -0.0321, -0.0375
Si, 0.0035, 0.0648, 0.0372
Si, 0.0119, -0.0826, 0.3655
Si, -0.1552, 0.1873, 0.0872
Si, 0.1701, -0.0916, 0.1926
Si, 0.0262, 0.0025, 0.1077
Si, -0.0393, 0.1238, 0.25
Si, 0.0135, 0.0125, 0.1263
Si, 0.0394, -0.0237, 0.0798
Si, -0.0759, 0.0054, -0.0761
Si, 0.0394, -0.0399, 0.0103
Si, 0.1454, -0.0458, 0.3117
Si, 0.1921, -0.0494, 0.0797
Si, -0.0568, 0.0139, -0.1121
Si, 0.0383, 0.0116, 0.0852
Si, 0.0044, -0.0251, -0.0874
Si, -0.0206, 0.258, -0.0882
Si, -0.0161, 0.0602, -0.076
Si, -0.0733, 0.0268, 0.0441
Si, 0.1038, 0.0326, -0.0823
Si, 0.0357, -0.0225, 0.1068
Si, -0.1838, -0.1012, 0.1562
Si, 0.0465, -0.0298, 0.0802
Si, 0.1379, -0.0283, 0.034
Si, -0.0286, -0.0113, -0.0197
Si, -0.0583, 0.0492, 0.0638
Si, -0.0854, 0.0733, -0.0983
Si, 0.0575, -0.0461, -0.0549
Si, -0.0125, 0.0124, 0.1384
Si, -0.0438, -0.0627, -0.035
Si, 0.0074, 0.0139, 0.0191
Si, -0.0441, -0.1999, 0.0743
Si, 0.07, 0.165, -0.0783
Si, 0.1186, -0.0167, -0.083
Si, -0.0959, 0.0781, 0.1488
Si, 0.0674, -0.0424, 0.1352
Si, -0.0541, -0.0199, 0.0186
Si, 0.0766, -0.0174, -0.0566
Si, -0.0506, -0.0169, -0.0439
Si, 0.0776, -0.0287, -0.0052
Si, -0.0214, 0.1454, -0.0878
Si, -0.0669, 0.0197, 0.0645
Si, 0.0638, -0.0934, 0.1089
Si, -0.0489, -0.0246, -0.0523
Si, 0.0058, 0.023, 0.0604
Si, -0.0941, -0.1039, -0.0599
Si, 0.1439, -0.3307, 0.5657
Si, 0.1196, 0.3095, 0.096
Si, -0.0353, -0.0146, 0.2095
Si, 0.0668, -0.1364, 0.0667
Si, 0.0612, -0.0487, 0.1495
Si, -0.2258, -0.2629, -0.0273
Si, -0.2469, 0.1288, -0.0774
Si, -0.4486, 0.0866, 0.1115
Si, -0.5193, -0.0756, -0.1282
Si, -0.372, 0.2742, 0.5697
Si, -0.6428, -0.3198, 0.54
Si, -0.6094, 0.1517, 0.2876
Si, 0.2622, 0.1953, -0.277
Si, 0.6984, 0.2525, 0.4536
Si, 0.6061, -0.0411, 0.3252
Si, 0.4473, -0.0105, 0.6327
Si, 0.1017, -0.0201, 0.2082
Si, 0.365, 0.0041, 0.4922
Si, -0.7764, 0.2703, 0.0187
Si, 0.1418, -0.0311, 0.3741
Si, 0.4882, -0.1434, 0.214
Si, 0.2329, -0.015, 0.3431
Si, 0.0342, -0.0025, 0.4475
Si, -0.1313, -0.0304, 0.3472
Si, -0.0643, 0.2957, 0.3812
Si, 0.1178, 0.0784, 0.2217
Si, 0.1076, 0.2621, -0.2567
Si, 0.1822, 0.1304, -0.0916
Si, -0.0023, -0.0467, -0.1612
Si, 0.0415, -0.0692, -0.0616
Si, 0.0255, -0.031, -0.0809
Si, -0.189, -0.392, 0.249
Si, 0.0016, -0.0838, -0.1435
Si, 0.1383, -0.1087, -0.2701
Si, -0.0692, -0.0139, -0.0138
Si, 0.084, 0.0638, -0.4952
Si, -0.5617, 0.367, -0.5025
Si, -0.4305, 0.3214, -0.3714
Si, 0.1985, -0.0297, 0.1269
Si, 0.0292, 0.0446, -0.0011
Si, 0.0498, 0.0479, -0.1321
Si, 0.5117, -0.1802, -0.0069
Si, 0.1985, -0.1112, -0.0448
Si, 0.0044, 0.038, -0.1573
Si, 0.0407, -0.0156, 0.0551
Si, 0.0102, -0.0774, 0.0112
Si, 0.0344, -0.042, -0.0093
Si, -0.0793, 0.03, -0.1997
Si, 0.0098, -0.0795, -0.2244
Si, -0.1829, -0.2531, -0.285
Si, 0.0409, 0.2637, -0.4716
Si, 0.0167, -0.0121, -0.1709
O, -0.4125, 0.0871, 0.6
O, -0.0956, 0.1623, -0.0047
O, 0.4038, -0.2986, 0.1811
O, 0.0651, 0.3282, -0.4092
O, 0.1676, -0.3639, -0.0861
O, 0.1313, -0.1814, -0.1639
O, 0.27, -0.089, -0.0751
O, 0.0774, -0.0214, -0.0892
O, 0.1063, -0.0881, -0.1403
O, 0.232, 0.0639, -0.2361
O, 0.0365, -0.0264, -0.4177
O, -0.1095, 0.0005, -0.2183
O, -0.4091, -0.0773, -0.4988
O, -0.0689, 0.1682, -0.4026
O, -0.0288, 0.0505, -0.1627
O, -0.0109, -0.0724, -0.132
O, 0.0639, -0.2946, 0.1946
O, 0.1115, 0.0033, -0.0396
O, -0.0422, -0.4104, 0.2785
O, 0.0303, -0.2542, 0.13
O, -0.0036, 0.162, 0.0544
O, -0.1907, -0.1517, -0.0575
O, 0.3314, 0.3696, 0.4686
O, -0.1982, 0.2697, 0.4324
O, 0.1384, 0.0152, -0.0563
O, -0.1531, -0.1711, 0.2611
O, 0.1667, 0.1636, -0.3497
O, -0.0918, 0.0437, 0.2125
O, -0.0656, 0.0993, -0.0975
O, -0.2339, -0.0231, 0.0657
O, -0.1293, 0.1355, -0.498
O, -0.0475, -0.0742, 0.0774
O, -0.0032, -0.1381, 0.1129
O, 0.0554, 0.0039, 0.0786
O, 0.1162, 0.0746, -0.4067
O, -0.0453, -0.0033, -0.4183
O, 0.0708, 0.0562, 0.0069
O, 0.096, 0.0363, -0.0816
O, -0.106, -0.1504, -0.0235
O, -0.0035, -0.1489, -0.0705
O, -0.2731, -0.1115, -0.1272
O, 0.0591, 0.0091, -0.0818
O, 0.0986, 0.0674, 0.0116
O, 0.0212, 0.2627, 0.17
O, 0.096, -0.1771, 0.2011
O, 0.0562, -0.1222, -0.68
O, -0.2421, 0.0601, 0.1287
O, 0.2063, 0.1792, 0.0809
O, 0.1902, -0.1083, 0.2985
O, 0.0032, 0.0132, 0.2098
O, -0.1858, 0.1449, -0.1682
O, -0.2694, -0.1033, 0.2426
O, 0.1949, 0.1411, -0.3709
O, -0.1319, -0.2642, 0.259
O, -0.0186, -0.1459, -0.0455
O, -0.2553, 0.2315, -0.4167
O, 0.1414, -0.11, 0.1515
O, -0.0041, -0.1528, 0.2039
O, -0.0783, 0.0221, -0.0575
O, -0.1175, -0.164, -0.2145
O, -0.1385, 0.1942, 0.1036
O, 0.373, -0.0434, 0.346
O, -0.0843, 0.1812, -0.0302
O, 0.2787, -0.0835, 0.2612
O, -0.0655, 0.1622, 0.0832
O, -0.2062, -0.0767, 0.0389
O, -0.1252, 0.2619, 0.2034
O, 0.0787, -0.2264, -0.3639
O, -0.1036, -0.1135, 0.0645
O, 0.1048, 0.3, 0.2652
O, -0.0203, 0.1573, 0.0463
O, 0.1788, -0.0734, -0.1025
O, 0.153, -0.0986, 0.1936
O, -0.0086, -0.0405, 0.5484
O, 0.2337, -0.2243, 0.2884
O, -0.1127, 0.2985, -0.2893
O, 0.157, -0.1955, 0.173
O, -0.1484, 0.2244, 0.1707
O, 0.2981, 0.0976, -0.1254
O, -0.158, -0.0364, 0.3217
O, 0.1095, -0.2631, 0.0932
O, 0.0928, 0.1121, -0.1895
